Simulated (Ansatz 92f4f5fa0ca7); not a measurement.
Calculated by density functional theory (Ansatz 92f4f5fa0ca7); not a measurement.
Periodic cell of 234 atoms, Si128O62H32N12, with a vacuum gap, from a study of silicon, its oxide and their interface. The atomic structure is a simulated model.

Settings: functional r2SCAN; potential files Ansatz PAW; basis plane waves; wave-function cutoff 800 eV; density cutoff ratio 5; exchange-correlation grid ratio 1; k mesh 1 x 1 x 1, shifted by 0.5 0.5 0 of a step; self-consistency stop 1e-11 eV per atom in the density residual; occupations fixed; spin none; net charge 0; applied field sawtooth along c, amplitude -0.015 V/angstrom in the program's sign convention, ramp centred at 0.9876 of c and 0.0247 of c wide, no dipole correction.

Cell vectors (angstrom)
a	10.8904	0	0
b	0	10.8904	0
c	0	0	40.4586

Atoms: element, x, y, z (angstrom)
Si	-2.0785	-4.3807	26.9702
Si	1.6761	-2.1597	26.6303
Si	-1.843	0.9647	26.8586
Si	1.1476	-7.2211	26.9571
Si	-7.1283	-4.6439	27.0359
Si	-4.4003	-2.3724	26.764
Si	3.2383	1.3193	26.5636
Si	-5.1085	-7.0444	26.5221
Si	-0.228	-3.1605	27.9261
Si	2.4439	-0.4283	28.0036
Si	-0.3801	-8.5946	28.1269
Si	2.3433	-5.8726	28.3815
Si	-5.7492	-3.333	28.3822
Si	-3.2726	-0.5134	27.9598
Si	4.8765	2.3111	28.0125
Si	-3.3381	-5.9912	28.0517
Si	-1.6804	-1.7794	29.2881
Si	1.0399	0.9125	29.421
Si	-1.8078	-7.2325	29.406
Si	0.9503	-4.4326	29.5285
Si	3.7982	-1.7384	29.4725
Si	6.361	0.9425	29.3356
Si	3.7344	3.6213	29.5949
Si	-4.3862	-4.6462	29.6632
Si	-2.9486	-3.1592	30.7808
Si	-0.3654	-0.4286	30.7401
Si	-3.1231	-8.619	30.7521
Si	-0.4038	-5.8582	30.8017
Si	2.3808	-3.0834	30.8146
Si	5.1346	-0.3923	30.8344
Si	2.3695	2.2459	30.8653
Si	5.096	-5.9321	30.9577
Si	1.3874	-1.3579	9.5709
Si	4.2457	1.4948	9.6379
Si	1.4131	4.2348	9.68
Si	4.0979	-4.0595	9.6023
Si	6.8766	-1.3568	9.7432
Si	-1.3298	1.3773	9.5942
Si	6.8685	4.0686	9.6295
Si	-1.2802	-4.0914	9.6755
Si	2.7878	0.0939	10.7556
Si	5.5649	2.8569	11.1557
Si	2.7404	5.6605	11.0961
Si	5.4734	-2.8268	11.0134
Si	-2.5899	0.0614	11.0647
Si	0.0133	2.8102	10.8757
Si	8.3265	5.3085	10.9845
Si	0.1137	-2.7272	11.0268
Si	1.4697	1.4879	12.0532
Si	4.1205	4.3267	12.4209
Si	1.4503	-3.8475	12.6415
Si	4.0485	-1.2524	12.1179
Si	-3.8464	1.5125	12.525
Si	-1.2221	4.0104	12.4831
Si	6.9322	-4.3365	12.3115
Si	-1.109	-1.3189	12.395
Si	0.309	0.2006	13.5536
Si	2.5919	2.9357	13.4965
Si	0.3794	-5.6972	13.7363
Si	2.5545	-1.8821	13.798
Si	5.8163	-0.2905	13.2874
Si	-2.0752	2.2788	14.007
Si	5.7638	5.2223	13.9505
Si	-2.9085	-2.5177	13.349
Si	2.6189	3.7531	22.3645
Si	-1.6585	-6.5672	22.815
Si	-6.237	-8.7459	24.0491
Si	2.8139	2.8046	19.3421
Si	6.2859	-2.0943	21.4905
Si	0.4063	-2.3109	24.0565
Si	4.7751	1.0147	17.7393
Si	0.618	1.303	17.8559
Si	4.0596	-2.8923	24.8323
Si	-0.2676	-5.2326	24.9628
Si	4.5535	-5.7442	24.1883
Si	-0.8996	-0.8419	19.3719
Si	1.1934	-0.2987	21.2681
Si	-1.4417	0.0969	24.0268
Si	9.057	7.192	18.2334
Si	0.1381	2.1604	22.2781
Si	4.6727	-1.3734	15.8673
Si	4.5843	3.0415	15.5441
Si	-4.1467	-4.3172	19.6839
Si	2.5504	-4.0596	22.509
Si	2.6165	-0.4312	24.1923
Si	6.8037	-4.8521	22.4025
Si	-3.3071	-8.5671	24.6456
Si	15.483	-3.4745	17.8917
Si	2.8982	-5.9059	17.2587
Si	3.513	-2.0696	20.4229
Si	-4.0335	0.7888	22.2634
Si	2.6669	0.6334	15.5891
Si	-1.9954	2.7855	17.0753
Si	-3.4449	1.1654	19.2535
Si	6.8139	7.462	15.9905
Si	10.695	5.301	16.7362
Si	-1.6499	-4.4711	32.2182
Si	1.0202	-1.7364	32.1549
Si	-1.6986	-9.9404	32.1078
Si	1.0176	-7.2036	32.1474
Si	3.74	-4.4753	32.1788
Si	6.5577	-1.7746	32.1289
Si	3.7748	0.9366	32.22
Si	6.4986	3.6171	32.226
Si	-0.267	-3.1025	33.5595
Si	2.404	-0.4233	33.5369
Si	-0.3227	-8.5741	33.48
Si	2.4041	-5.8411	33.5371
Si	5.1688	-3.1362	33.4824
Si	-2.9917	-0.4111	33.5244
Si	5.1408	2.295	33.5857
Si	-3.028	-5.8508	33.5225
Si	1.403	1.4016	6.9699
Si	4.083	4.1169	6.9017
Si	1.3697	-4.0656	6.8898
Si	4.1149	-1.3209	6.9583
Si	6.8229	1.3361	6.8928
Si	-1.3425	4.0705	6.9442
Si	6.8032	-4.0638	6.9609
Si	9.5126	-1.3707	6.9225
Si	0.0062	0.0008	8.2436
Si	2.7768	2.816	8.3332
Si	0.037	-5.4098	8.2589
Si	2.7458	-2.7141	8.2365
Si	5.531	0.0042	8.3273
Si	8.1725	2.6911	8.2479
Si	5.4575	5.4366	8.2927
Si	8.1893	-2.7201	8.3412
O	-0.4247	1.1909	23.4272
O	0.3014	-0.1555	18.4991
O	5.6588	6.3542	18.5105
O	-1.2446	0.0576	25.6346
O	-0.3234	-5.242	15.1537
N	3.5405	0.9542	24.8377
O	0.6834	1.237	21.0656
N	-3.0125	0.8791	23.6792
O	2.403	-0.8938	20.3739
N	3.8783	-0.0885	16.686
O	-0.3896	-5.8375	23.4916
O	1.4548	3.9929	14.0977
O	-0.8427	1.1849	14.2526
O	3.7308	-1.5855	23.9522
O	6.1043	6.1691	15.2677
O	-4.7638	0.4903	18.5136
O	6.8805	-1.44	12.8282
N	1.7209	-0.4439	14.4923
O	3.9826	-2.3894	18.919
O	13.0497	-5.5946	22.175
O	5.5602	-2.5512	25.4049
O	-0.901	-1.4127	23.5782
O	3.2341	4.1881	18.6204
O	10.0979	1.7671	17.2887
O	7.1112	1.5673	20.8214
N	3.4183	2.0021	14.7519
N	3.7742	-4.2404	23.7436
O	6.0733	-5.6171	23.5967
O	1.3075	-3.0472	22.8919
N	-4.936	-8.1457	25.0677
O	6.7291	-2.7268	20.0687
N	-5.3807	-2.5713	16.7375
O	4.7598	-1.5939	21.3314
O	1.5657	1.2526	16.5675
N	1.3872	-1.3209	25.1015
O	1.3774	-7.9724	22.9577
O	-3.8162	-0.766	21.8827
O	-3.0391	2.439	18.2907
O	7.9396	-3.7668	17.076
O	7.713	8.308	14.949
O	1.8312	-0.2422	22.7751
N	3.8928	-7.2345	23.5203
O	-0.1737	-1.1086	20.8289
O	-1.6901	-5.3392	25.6974
O	1.3167	4.8206	16.9952
O	9.4577	-2.2349	18.7697
O	1.3191	2.3738	18.8566
O	8.3087	-4.6135	19.3645
O	-11.8907	3.2301	21.7913
N	-6.2214	-5.7636	25.9362
O	5.792	3.684	14.629
O	6.1867	-5.1844	20.9326
O	2.9663	3.0738	20.9277
O	3.5626	-2.2513	15.04
O	0.0046	-3.6303	24.9271
O	-10.0843	-6.135	25.7622
O	-5.4793	-9.5379	22.8148
O	-2.5771	-7.3622	23.8652
O	5.6766	-0.5532	14.8901
O	-2.5555	-5.3526	22.2609
O	13.9095	-3.4539	21.0845
O	-2.1909	0.1413	19.3753
O	6.6247	-3.2413	22.5986
O	-1.3613	4.2686	17.1814
O	10.4375	6.5925	17.6671
O	8.331	2.623	15.5477
O	3.749	4.3392	16.0483
O	-3.0396	-3.191	26.3825
O	2.1329	-8.3739	26.3624
O	-7.0864	1.601	18.8966
O	5.2409	2.2461	16.7782
N	3.0024	-3.2723	26.1784
O	-2.6141	2.2016	26.1038
O	3.3392	-4.3537	17.3554
H	-1.0724	-2.2646	34.4919
H	0.5677	-3.9111	34.4919
H	1.6124	0.4276	34.4694
H	3.2428	-1.2277	34.4694
H	-1.1196	-7.7281	34.4124
H	0.5247	-9.3695	34.4124
H	1.6167	-4.9862	34.4696
H	3.2425	-6.6459	34.4696
H	5.9872	-3.9613	34.4149
H	4.3489	-2.3125	34.4149
H	-3.8103	0.4139	34.4568
H	-2.1438	-1.2059	34.4568
H	4.3413	3.1385	34.5182
H	5.981	1.4921	34.5182
H	-3.8467	-5.026	34.4549
H	-2.1875	-6.6535	34.4549
H	0.5551	2.1965	6.0375
H	2.2083	0.5637	6.0375
H	4.8746	3.2661	5.9692
H	3.2356	4.9123	5.9692
H	0.5293	-3.2629	5.9573
H	2.1666	-4.9116	5.9573
H	3.2801	-0.5123	6.0258
H	4.9022	-2.1758	6.0258
H	5.9841	2.1406	5.9604
H	7.6428	0.5124	5.9604
H	-0.5239	3.2455	6.0117
H	-2.1827	4.8735	6.0117
H	5.9647	-3.259	6.0285
H	7.6027	-4.9073	6.0285
H	10.3313	-2.1955	5.99
H	8.6941	-0.5456	5.99

Results
free energy: -122371.135 eV
free energy less fixed offsets of H -15.71, N -386.36, O -570.45, Si -639.56 eV per atom: -0.515 eV

Forces (eV/angstrom), in the order of the atoms: element, x, y, z
Si	0.0046	-0.014	-0.0239
Si	0.0019	0.0129	-0.0306
Si	-0.0004	0.0008	-0.0496
Si	0	0.0057	-0.0316
Si	0.0072	-0.0013	-0.0358
Si	-0.0049	-0.0177	-0.0273
Si	0.0009	0.0027	-0.0328
Si	-0.0097	-0.0068	-0.0259
Si	-0.0013	0.0012	-0.0132
Si	-0.0055	-0.0064	-0.0085
Si	-0.0124	-0.0045	-0.0117
Si	0.0055	0.0024	-0.0058
Si	-0.0008	-0.0041	-0.0054
Si	0.0032	0.0012	-0.0173
Si	-0.0041	0.0061	-0.0074
Si	0.0052	0.0051	-0.0207
Si	0.0044	-0.0089	0.0051
Si	0.0165	0.0027	0.0083
Si	0.0071	0.0171	0.0116
Si	-0.0065	-0.0066	0.0147
Si	-0.0118	0.0155	0.0069
Si	-0.0127	0.0084	0.0075
Si	0.0053	0.0014	0.0092
Si	-0.0044	0.007	0.0005
Si	-0.0188	-0.0124	0.0183
Si	0.0076	0.0137	0.0215
Si	-0.014	-0.0086	0.0201
Si	-0.0106	-0.0057	0.0097
Si	0.0148	-0.0182	0.0204
Si	-0.0027	-0.0088	0.0144
Si	-0.0017	-0.0123	0.0162
Si	-0.013	-0.0138	0.0154
Si	0.009	0.0169	-0.006
Si	-0.0022	-0.0056	-0.0163
Si	0.006	0.0001	-0.0397
Si	-0.0083	0.003	-0.0261
Si	0.0064	0.0188	-0.0115
Si	0.0241	0.0193	-0.0193
Si	-0.0116	0.001	-0.0234
Si	0.0083	0.0058	-0.0188
Si	-0.0068	-0.0072	-0.0056
Si	0.0138	-0.0019	-0.0007
Si	0.0236	0.0067	-0.001
Si	-0.01	0.0025	-0.0065
Si	0.0008	0.0115	-0.0002
Si	-0.0132	-0.0166	-0.0011
Si	-0.0077	-0.0049	-0.004
Si	0.017	0.002	-0.01
Si	0.0073	0.0066	0.0225
Si	0	0.0003	0.0109
Si	-0.0029	0.0048	0.0178
Si	0.0009	0.013	0.0232
Si	-0.0043	-0.0061	0.0115
Si	0.0118	0.0044	0.0228
Si	0.0043	0.0102	0.0155
Si	-0.0035	-0.0005	0.0103
Si	-0.0029	0.0119	-0.0356
Si	-0.0127	0.0023	-0.0404
Si	0.0116	-0.0009	-0.0571
Si	0.002	-0.009	-0.0578
Si	-0.0063	0.007	-0.0468
Si	0.0082	0.0014	-0.0813
Si	-0.0152	-0.006	-0.0759
Si	-0.0047	0.0058	-0.0475
Si	-0.0081	-0.0205	-0.1054
Si	-0.012	-0.0065	-0.0774
Si	0.006	0.0093	-0.0757
Si	0.0047	-0.0071	-0.1194
Si	-0.0041	-0.007	-0.0818
Si	-0.0067	0.0024	-0.0773
Si	-0.016	0.0019	-0.107
Si	0.0034	0.0163	-0.1047
Si	-0.0115	-0.0046	-0.0654
Si	-0.0013	0.0047	-0.0769
Si	0.0096	-0.0056	-0.0848
Si	-0.0079	-0.0053	-0.0978
Si	-0.0136	-0.017	-0.1046
Si	0.0075	0.0138	-0.0989
Si	0.0027	-0.0125	-0.1002
Si	0.0079	-0.0056	-0.0793
Si	-0.0027	0.0033	-0.0876
Si	0.0045	-0.0006	-0.0942
Si	0.0108	-0.004	-0.1073
Si	-0.0016	0.0054	-0.0857
Si	-0.0137	0.0004	-0.07
Si	-0.0011	0.014	-0.0872
Si	0.0151	-0.0087	-0.0615
Si	0.0006	-0.0055	-0.1142
Si	-0.0012	-0.005	-0.0919
Si	0.0115	0.0124	-0.1129
Si	0.007	-0.0138	-0.115
Si	-0.0006	-0.0029	-0.0941
Si	-0.0003	0.0091	-0.109
Si	-0.0082	0.0061	-0.1172
Si	-0.0076	-0.0054	-0.1079
Si	-0.0016	-0.0013	-0.0988
Si	0.0258	-0.0144	0.1811
Si	-0.0045	0.0084	0.1993
Si	0.0021	0.0177	0.1758
Si	0.0126	0.0162	0.1689
Si	-0.013	0.0219	0.1755
Si	-0.0297	0.0391	0.1628
Si	-0.0051	-0.0057	0.1836
Si	0.0202	-0.0089	0.2006
Si	-0.1039	-0.1198	0.2721
Si	0.0059	0.1424	0.3807
Si	-0.1025	0.0641	0.2386
Si	-0.1676	0.0615	0.1744
Si	-0.0461	0.101	0.2454
Si	-0.0743	-0.0198	0.1312
Si	0.0193	-0.068	0.4322
Si	0.0412	-0.0498	0.4193
Si	0.0072	-0.0664	-0.1379
Si	0.1206	-0.0566	-0.314
Si	0.001	0.0329	-0.4699
Si	0.0013	-0.0428	-0.309
Si	0.1138	-0.0236	-0.3645
Si	-0.0172	0.1005	-0.332
Si	0.086	-0.0992	-0.1626
Si	0.1337	0.0123	-0.2469
Si	0.0098	-0.0142	-0.1535
Si	0.0019	-0.0338	-0.1748
Si	-0.0139	0.0021	-0.1915
Si	0.0049	0.0111	-0.1721
Si	-0.0619	0.0483	-0.1864
Si	-0.0158	0.0064	-0.1802
Si	0.0389	-0.0334	-0.1736
Si	0.0494	-0.0424	-0.1871
O	-0.0166	-0.0191	0.0371
O	-0.0149	-0.0224	0.0471
O	0.0188	-0.0071	0.0587
O	-0.0107	0.0082	0.0445
O	-0.0083	0.0045	0.0767
N	-0.0058	-0.0019	0.0551
O	-0.0066	0.0138	0.0431
N	0.012	0.012	0.0577
O	-0.0109	0.0029	0.0461
N	0.0158	0.0115	0.0609
O	0.007	0.0198	0.0435
O	0.0059	0.0018	0.0235
O	-0.006	0.0052	0.0282
O	0	-0.0055	0.0361
O	0.0047	0.0289	0.0567
O	0.0284	-0.0024	0.0499
O	0.0131	-0.0091	0.0059
N	0.0083	0.0007	0.0441
O	-0.0214	0.0207	0.0805
O	0.0021	0.0091	0.0402
O	0.0221	0.0145	0.0427
O	0.0026	-0.0019	0.0365
O	-0.0026	-0.0215	0.0617
O	0.011	-0.0068	0.0379
O	-0.0108	-0.0027	0.089
N	0.0119	-0.0145	0.0557
N	0.0164	0.0018	0.0574
O	-0.0199	-0.0207	0.0518
O	-0.014	0.0126	0.0467
N	0.0077	0.0134	0.0612
O	-0.0038	0.0193	0.0516
N	-0.0065	-0.0188	0.0616
O	0.0089	0.0022	0.0433
O	-0.0304	0.0116	0.0697
N	-0.0047	-0.0159	0.0505
O	-0.0042	-0.0019	0.0366
O	0.008	0.0134	0.0401
O	-0.0171	-0.0202	0.057
O	0.0295	-0.0013	0.0622
O	-0.0119	-0.007	0.0594
O	0.0193	-0.0119	0.0768
N	0.0238	-0.0006	0.0402
O	0.0239	0.0035	0.0524
O	-0.0107	0.0087	0.0465
O	0.0098	-0.0058	0.0281
O	0.0017	0.0222	0.0374
O	0.0166	0.0077	0.0457
O	-0.0226	-0.0069	0.0484
O	-0.0023	0.0085	0.032
N	0.002	0.0023	0.049
O	-0.0022	-0.0088	0.0525
O	-0.0034	-0.0096	0.0692
O	-0.0061	0.0225	0.0935
O	0.0278	0.0059	0.0569
O	-0.0064	-0.0093	0.0351
O	0.0084	-0.0222	0.0371
O	-0.0181	0.0174	0.0608
O	-0.0126	-0.0158	0.0417
O	-0.0136	-0.0154	0.0661
O	0.0144	-0.0108	0.0423
O	-0.0183	-0.0246	0.0589
O	0.0032	-0.0027	0.0407
O	0.0047	-0.0161	0.0363
O	-0.0036	-0.0021	0.0324
O	-0.0103	0.0164	0.0376
O	-0.001	0.011	0.0823
O	-0.0259	0.0217	0.0535
O	-0.0022	-0.0004	0.0179
O	0.0009	-0.0015	0.0268
O	-0.0203	0.022	0.0542
O	0.0062	-0.0219	0.0588
N	-0.0148	-0.0103	0.0461
O	0.0047	-0.0155	0.0437
O	0.0071	0.0083	0.0332
H	0.2765	-0.3549	-0.2489
H	-0.2749	0.35	-0.2715
H	0.2583	-0.3139	-0.216
H	-0.3857	0.1437	-0.2575
H	0.2104	-0.4029	-0.2479
H	-0.329	0.1861	-0.3072
H	0.2165	-0.4414	-0.239
H	-0.2869	0.1964	-0.3387
H	-0.3323	0.3129	-0.2836
H	0.3353	-0.1993	-0.2686
H	0.2466	-0.2915	-0.3049
H	-0.3243	0.2991	-0.2968
H	0.2462	-0.2879	-0.2571
H	-0.3893	0.1905	-0.2187
H	0.2548	-0.3999	-0.231
H	-0.2847	0.3259	-0.2165
H	0.3945	-0.2165	0.2795
H	-0.1947	0.4033	0.2673
H	-0.2244	0.2481	0.2769
H	0.4049	-0.2155	0.2843
H	0.354	-0.2357	0.2489
H	-0.2956	0.3392	0.2504
H	0.3824	-0.2138	0.2666
H	-0.2021	0.4043	0.235
H	0.1852	-0.2596	0.3113
H	-0.3261	0.3698	0.2216
H	-0.3082	0.3411	0.2369
H	0.302	-0.2021	0.2433
H	0.345	-0.2464	0.2866
H	-0.1937	0.3047	0.2628
H	-0.3118	0.2708	0.2804
H	0.2545	-0.3869	0.2969

The program warned: the cutoff lies below the one the program advises for these potential files; the forces do not sum to zero within the program's tolerance; empty levels may hold ghost states of the PAW files; the exchange-correlation potential is rough where the density is thin.
